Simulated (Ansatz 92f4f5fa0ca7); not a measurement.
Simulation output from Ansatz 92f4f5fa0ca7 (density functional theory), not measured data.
Periodic cell of 237 atoms, Si145O90P2, from a study of silicon, its oxide and their interface. The atomic structure is a simulated model.
Doubt: the cutoff is far below the 930 eV that the study's wrapper takes by default for these files, so forces and energies are approximate.
This geometry differs little from another in the collection (a relaxation step or a small displacement).

Settings
functional: PBE
potential files: Ansatz PAW
basis: plane waves
wave-function cutoff: 580 eV
density cutoff ratio: 5
exchange-correlation grid ratio: 1
k mesh: 1 x 1 x 1, Gamma-centred
self-consistency stop: 5e-08 eV per atom in the density residual
occupations: fixed
spin: none
net charge: 0

Cell vectors (angstrom)
a	11.6015	0	0
b	0	10.938	0
c	0	0	32.0622

Atoms and the computed forces on them: element, x, y, z (angstrom), force x, y, z (eV/angstrom)
Si	-0.1952	-0.0668	23.2694	-0.0003	0.0082	0.0029
Si	3.671	0.2004	23.1018	0.0036	0.0071	0.0011
Si	7.5539	-0.1357	23.4434	-0.0056	0.0106	0.001
Si	1.6873	1.3739	23.4109	-0.0042	-0.01	-0.0045
Si	5.7347	1.4047	23.1863	0.0003	-0.011	-0.0051
Si	9.4438	1.2282	23.3582	0.0021	-0.0049	0.0011
Si	0.1605	5.3125	23.457	-0.0063	0.0057	-0.0046
Si	4.1216	5.295	23.3876	0.0055	0.0043	-0.006
Si	8.0329	5.6083	23.5401	-0.0038	-0.0007	-0.0024
Si	2.1584	6.5833	23.3671	-0.0038	-0.0014	0.0022
Si	5.9661	6.7682	23.4747	0.0012	-0.0052	-0.0028
Si	10.0096	6.8679	23.5913	0.0072	-0.0054	-0.002
Si	1.9028	2.6652	25.3771	0.0036	0.0008	-0.0031
Si	5.8305	2.655	25.2522	0.0043	-0.0028	-0.0098
Si	9.6299	2.6869	25.2601	0	-0.0047	-0.0058
Si	11.5973	4.0061	25.3846	0.0014	0.0046	0
Si	3.8925	3.9724	25.3169	-0.0021	0.0042	0.0062
Si	7.7416	4.0922	25.3393	0.0026	0.0098	0.0104
Si	1.9728	8.1487	25.1926	0.0022	-0.001	0.0004
Si	5.7744	8.1671	25.3603	-0.0008	-0.0007	0.0055
Si	9.7105	8.2643	25.4242	-0.0054	-0.0019	0.0098
Si	11.6391	9.5606	25.2604	-0.0007	0.0024	-0.0068
Si	3.8645	9.5867	25.0727	0.0036	0.0025	-0.014
Si	7.689	9.5205	25.4052	0.0057	0.0007	-0.003
Si	11.6507	-0.0105	27.2045	-0.007	-0.0013	-0.0019
Si	3.9013	-0.0553	27.1217	0.0021	0.0022	-0.012
Si	7.7582	-0.0166	27.2836	0.0032	-0.011	0.0034
Si	1.9861	1.3121	27.2752	0.0018	0.0021	0.0049
Si	5.8279	1.3216	27.2042	-0.0035	-0.0003	-0.0054
Si	9.6953	1.3311	27.2065	-0.0003	-0.0013	-0.006
Si	11.5925	5.4703	27.2372	0.0008	-0.0026	0.0045
Si	3.8464	5.4205	27.2123	-0.0037	0.0005	0.006
Si	7.7121	5.4609	27.2636	0.0012	-0.0037	0.0069
Si	1.9379	6.8256	27.1796	-0.0019	-0.006	-0.0086
Si	5.759	6.7985	27.2704	0.0049	-0.0008	0.0043
Si	9.6549	6.8165	27.2796	-0.0072	0.0003	0.0036
Si	1.9465	2.7226	29.1737	-0.0294	0.0025	-0.0177
Si	5.7918	2.71	29.1388	0.005	-0.0023	0.026
Si	9.6818	2.7239	29.1413	-0.009	-0.004	0.019
Si	0.0124	4.0962	29.1641	0.0005	-0.0058	-0.0072
Si	3.8654	4.0873	29.1666	0.021	0.0122	-0.0068
Si	7.7299	4.0766	29.1755	0.0091	-0.0106	-0.0213
Si	1.9428	8.1853	29.1348	0.0045	-0.0049	0.0126
Si	5.7894	8.1916	29.1773	0.0173	-0.0049	-0.0389
Si	9.6728	8.2047	29.1888	0.0102	-0.0079	-0.048
Si	0.0107	9.5602	29.1466	0.0027	0.009	0.03
Si	3.8725	9.5657	29.1185	-0.0196	0.0283	0.0593
Si	7.7327	9.5458	29.1936	-0.0147	0.0061	-0.0198
Si	0	0	31.0965	0.0314	0.0052	-0.0968
Si	3.8672	0	31.0965	-0.021	-0.0042	-0.2253
Si	7.7343	0	31.0965	-0.0423	0.063	0.129
Si	1.9336	1.3673	31.0965	-0.0109	-0.0836	0.0994
Si	5.8008	1.3673	31.0965	-0.0081	-0.0017	-0.1321
Si	9.6679	1.3673	31.0965	0.0081	-0.0662	-0.0977
Si	0	5.469	31.0965	0.0139	-0.0364	-0.0168
Si	3.8672	5.469	31.0965	0.028	0.0265	-0.0113
Si	7.7343	5.469	31.0965	-0.022	-0.008	0.0226
Si	1.9336	6.8362	31.0965	-0.0152	-0.0089	-0.1089
Si	5.8008	6.8362	31.0965	-0.0416	-0.0752	0.1145
Si	9.6679	6.8362	31.0965	0.0584	-0.1665	0.1598
Si	1.9336	2.7345	0.9679	-0.0102	0.002	0.1128
Si	5.8008	2.7345	0.9679	-0.0185	-0.0112	-0.1761
Si	9.6679	2.7345	0.9679	-0.0027	0.0308	0.0416
Si	0	4.1018	0.9679	-0.1063	0.0151	-0.1122
Si	3.8672	4.1018	0.9679	0.0049	0.0054	0.0835
Si	7.7343	4.1018	0.9679	0.0693	0.0623	0.1952
Si	1.9336	8.2035	0.9679	0.0409	0.0269	-0.1075
Si	5.8008	8.2035	0.9679	-0.0268	0.1137	-0.1336
Si	9.6679	8.2035	0.9679	-0.091	0.0354	0.2527
Si	0	9.5708	0.9679	-0.0613	0.0598	0.1842
Si	3.8672	9.5708	0.9679	-0.1252	-0.1084	0.0089
Si	7.7343	9.5708	0.9679	0.0919	-0.0787	-0.0053
Si	11.5805	0.0154	2.9298	0.0254	-0.0228	0.0375
Si	3.8298	0.0009	2.9121	0.021	-0.0126	-0.0658
Si	7.7462	-0.0157	2.9047	-0.0048	-0.0005	0.0477
Si	1.9052	1.3925	2.9255	0.0263	0.0064	-0.0019
Si	5.7956	1.3032	2.8315	-0.1044	-0.0185	0.0493
Si	9.639	1.3849	2.9219	0.0034	0.0048	0.006
Si	11.5533	5.5028	2.8639	0.0339	-0.0179	-0.0254
Si	3.8638	5.4829	2.906	0.0038	-0.0001	-0.0056
Si	7.7213	5.5102	2.9091	-0.0194	-0.0886	0.0895
Si	1.9059	6.8131	2.8747	-0.0115	0.0088	0.0078
Si	5.7947	6.8448	2.8787	0.0237	0.0243	-0.0097
Si	9.6555	6.8878	2.9739	-0.0146	0.2228	0.0436
Si	1.8472	2.8539	4.809	-0.0041	0.0092	-0.0453
Si	5.7335	2.6323	4.7385	0.0353	-0.1084	-0.1114
Si	9.5453	2.8092	4.8323	-0.1088	0.0135	-0.0248
Si	11.47	4.1747	4.784	0.1242	0.0097	0.175
Si	3.8627	4.0784	4.8117	0.0253	-0.0312	0.0089
Si	7.5659	4.105	4.8276	-0.1643	0.0307	0.1596
Si	1.8991	8.1488	4.8074	-0.0013	0.0029	0.0057
Si	5.8234	8.2446	4.7708	0.0426	-0.0399	0.0281
Si	9.7087	8.263	4.9731	0.0144	-0.1262	0.0256
Si	11.6407	9.6368	4.9239	-0.0027	0.065	-0.0509
Si	3.8301	9.4743	4.7957	-0.0039	0.0056	-0.023
Si	7.755	9.6382	4.9038	0.0633	-0.1088	-0.0637
Si	11.6188	0.2873	6.7626	-0.0012	-0.0041	0.2045
Si	3.7366	-0.0699	6.6618	0.0582	-0.0244	0.0642
Si	7.7299	0.028	6.8998	0.0516	-0.0122	0.0348
Si	2.06	1.5235	6.7207	-0.0359	0.0164	0.0411
Si	5.7005	1.2235	6.6431	-0.0144	0.0128	0.018
Si	9.6378	1.5347	6.814	0.0312	-0.0009	0.053
Si	11.4733	5.6014	6.6799	0.0554	-0.1582	-0.0614
Si	3.9088	5.3885	6.7929	-0.0898	0.1261	0.0673
P	7.5475	5.5353	6.6568	0.2511	-0.0068	-0.3591
Si	1.9402	6.678	6.6653	-0.0884	-0.0581	-0.024
Si	5.7326	6.887	6.6832	0.0953	0.0786	0.1608
P	9.8094	7.1329	7.0801	-0.3739	0.2372	0.5518
O	10.4656	8.0815	8.3113	0.1834	0.277	-0.0572
O	7.748	9.8478	8.1697	-0.0717	0.0554	-0.0156
O	7.2883	4.7186	8.0728	-0.1123	-0.114	-0.0999
O	3.3344	10.339	8.2134	-0.0169	-0.008	-0.0491
O	2.0197	7.5896	8.0394	0.0508	-0.0002	0.0145
O	3.9814	4.5656	8.2589	0.0074	0.018	-0.0478
O	9.7751	2.4894	8.1872	-0.0166	-0.0324	-0.0304
O	2.6025	2.3275	8.1124	0.0365	-0.0043	-0.0406
O	11.367	4.6364	8.031	-0.0311	0.0161	-0.0089
O	5.3512	2.3518	7.81	0.0244	0.0079	0.0106
O	5.9089	7.8703	8.034	0.1037	-0.0949	-0.0634
O	11.4073	10.5762	8.2728	0.0048	0.0434	-0.0833
O	11.2724	10.0816	21.792	0.0016	-0.0025	-0.0043
O	3.2355	10.7171	21.5208	0.0012	0.0014	-0.0024
O	5.7741	7.7753	22.1581	-0.0004	0.0006	-0.001
O	4.2216	4.4492	21.9359	-0.0031	0.0009	-0.0003
O	7.6856	9.6838	22.1859	0.0002	-0.0046	-0.0038
O	10.3244	7.6628	22.1677	-0.0036	0.0014	-0.0022
O	1.6159	2.3957	22.1027	0.0027	-0.0007	0.0014
O	5.9426	2.4362	21.8745	-0.0008	0.0031	-0.001
O	8.442	4.7006	22.2056	-0.0005	0.0053	0.001
O	-0.071	4.4459	22.0356	0.0018	-0.0006	-0.0017
O	2.3338	7.3819	21.9285	0.0019	-0.0046	0.0035
O	9.1279	1.8798	21.8601	0.0017	-0.0008	-0.0044
Si	2.0129	7.8432	9.6246	-0.0137	0.0586	-0.0502
Si	5.0379	0.5848	17.671	0.0019	0.0014	-0.006
Si	2.4897	5.4329	14.0004	-0.003	0.0038	-0.0153
Si	10.6018	3.856	14.0287	0.0031	0.0075	-0.0329
Si	8.2924	2.3937	15.2428	0.0084	0.0038	-0.0184
Si	9.5482	2.2425	20.3339	0.0012	0.0001	0.0041
Si	10.4841	3.7096	9.0315	0.0433	-0.0549	-0.0102
Si	0.049	2.3414	11.534	-0.0146	-0.002	-0.0611
Si	11.0201	8.1453	15.3826	0.0059	-0.0016	-0.0215
Si	5.1646	6.9363	13.9695	-0.0031	0.0011	-0.0095
Si	5.7603	2.6215	11.0974	-0.025	-0.0188	-0.019
Si	8.5802	7.6666	19.3816	0.0002	-0.003	0.0019
Si	8.1179	4.8443	20.6202	-0.0005	-0.0007	-0.0014
Si	5.9219	9.5918	15.1854	-0.0011	0.0018	-0.0233
Si	2.1166	7.6423	20.3415	-0.0021	0.0015	-0.0043
Si	1.9305	4.8968	18.7854	-0.0024	-0.0002	-0.0058
Si	4.495	3.4423	18.0024	-0.001	-0.0023	-0.0047
Si	8.5012	8.931	16.8095	0.0036	0.0042	-0.0111
Si	0.8431	9.518	13.3259	-0.0242	0.0188	-0.0223
Si	9.9362	10.6918	11.7542	0.0165	0.0051	-0.0298
Si	5.3506	3.7039	21.0072	0.0068	-0.0025	0.0013
Si	0.593	5.5229	16.2497	-0.0023	0.0021	-0.0187
Si	11.014	9.3286	9.2231	-0.0859	-0.0687	-0.2779
Si	6.5692	8.8965	21.285	-0.0025	0.0041	0.0015
Si	7.102	7.1003	11.4499	-0.0133	-0.0044	0.0354
Si	2.6824	0.741	12.1645	-0.0042	0.0147	-0.0469
Si	10.8919	8.6787	21.0322	0.0021	0.0045	0.0009
Si	6.0369	4.3216	15.6112	-0.002	0.0009	-0.0117
Si	7.0923	0.4948	12.9659	0.0137	-0.0087	-0.0355
Si	4.0505	2.9572	8.5878	-0.0424	-0.0493	-0.0012
Si	0.8871	6.7859	11.8978	-0.0016	0.0075	0.0129
Si	6.6172	8.9933	9.0072	-0.005	0.0568	0.0135
Si	0.6666	3.2874	21.137	-0.0017	-0.0013	-0.0024
Si	9.8143	6.521	12.8649	0.0032	-0.0039	-0.0149
Si	7.6624	4.5607	9.6708	0.1039	0.1149	-0.1645
Si	3.9931	10.0753	20.2109	0.0022	-0.0013	0.0041
Si	4.2677	3.053	13.4961	-0.0061	-0.001	-0.0168
Si	3.9166	9.9972	9.7067	-0.0236	-0.0109	-0.0065
Si	8.0622	0.7901	18.016	0.0021	0.0017	-0.0033
O	11.5739	3.2158	12.8984	-0.0007	0.0041	0.0269
O	9.2867	4.5498	9.7755	-0.032	-0.0458	0.0489
O	8.8036	3.6021	19.8489	-0.0009	0.0017	-0.0028
O	4.0484	-0.061	18.7987	0.0006	-0.0007	-0.0021
O	11.3483	4.5165	15.3067	0.0038	0.0028	0.0061
O	9.9589	9.8195	10.367	0.0287	-0.047	-0.0076
O	3.7666	1.5596	13.0752	0.0025	0.0145	0.0198
O	0.6601	9.0801	14.8873	-0.0008	-0.0125	0.006
O	6.4781	0.9959	18.3503	0.0005	0.0006	-0.0015
O	4.7623	3.1664	19.5932	0.0006	0.0012	0.0005
O	6.272	1.1922	11.7266	0.014	0.0192	0.0036
O	0.7996	8.8946	9.9494	0.1031	-0.0056	0.0598
O	5.6417	4.3109	17.2049	0.0025	0.0012	0.0018
O	8.4316	7.1461	12.358	-0.0199	-0.0081	-0.003
O	4.4055	2.6115	10.1498	0.0093	0.0057	0.0066
O	2.0753	5.6568	15.5592	0.0009	-0.0006	0.0062
O	3.4269	0.02	10.9108	0.0219	-0.0263	0.0132
O	5.8848	7.2173	12.5266	0.0237	-0.0081	-0.0118
O	2.3116	6.354	19.3836	0.002	0.0036	0.0011
O	0.6596	4.9535	17.7692	0.0028	0.0012	0.001
O	8.4249	10.6985	12.3632	-0.006	0.0019	0.0105
O	5.5305	10.0848	9.5505	0.0247	-0.0406	-0.0343
O	0.6008	8.201	20.1917	-0.0003	-0.0037	-0.0015
O	9.7741	2.6104	14.6452	-0.007	-0.0023	0.0081
O	2.0062	10.6336	13.2105	0.0051	-0.003	0.0083
O	9.9444	9.1101	16.1009	-0.0018	0.0021	0.0069
O	6.1475	10.3583	13.7553	-0.0004	-0.0013	0.0161
O	7.4672	1.5947	14.0992	-0.0014	0.0079	0.018
O	1.6446	3.92	20.03	0.0007	-0.0023	-0.0001
O	5.8974	5.7869	14.8938	0.0002	-0.0025	0.0107
O	7.3429	8.9509	15.6781	0.0014	0.0018	0.0057
O	1.5179	1.6583	11.5023	0.0196	-0.0176	0.02
O	7.1986	8.304	10.3582	-0.0024	0.0101	-0.0379
O	4.3132	1.9894	17.2673	0.0013	0.0016	0.0003
O	7.0293	3.1776	10.2411	-0.0058	0.0464	-0.0786
O	11.5322	7.0004	16.4076	0.0009	-0.002	0.0012
O	8.2753	10.147	17.8303	0.0014	0.0041	-0.0047
O	3.4441	8.4748	10.0741	-0.0063	0.0184	-0.0031
O	7.5892	3.843	15.4971	-0.0017	0.0005	-0.0003
O	3.1424	4.3131	17.892	0.0024	0.0014	0.0003
O	2.9107	3.9092	13.6698	0.0044	-0.0029	0.0022
O	1.3452	8.23	12.4825	-0.0035	-0.0133	0.0202
O	1.2044	5.6935	13.046	0.0077	0.0023	0.0111
O	4.9831	8.3056	14.8427	-0.0019	0.0041	0.0085
O	11.1701	2.3919	20.3257	0.0018	0.0008	-0.0015
O	10.989	10.0507	12.8151	0.0151	-0.0165	0.0102
O	5.3061	3.592	12.3397	0.0133	0.007	0.0024
O	5.088	3.1933	14.8911	0.0014	0.001	0.0064
O	6.4867	4.8004	20.5522	-0.0017	0.0007	-0.0028
O	8.4254	1.5763	16.6397	0.002	0.0045	0.0021
O	10.4074	1.2848	11.4673	0.0094	0.0014	0.0064
O	10.8857	6.674	11.6339	0.0083	0.0007	0.0138
O	3.2595	8.6796	19.8452	-0.0018	0.0008	-0.0038
O	1.7137	6.5045	10.5163	0.0104	0.0051	0.011
O	7.1659	8.1931	19.9663	0.0006	0.0006	0.0001
O	8.4895	7.5896	17.7494	-0.0001	-0.0016	0
O	3.6704	6.4476	13.5884	0.003	0.0037	0.0029
O	9.629	4.9641	13.3147	-0.0055	0.0117	0.0009
O	5.5259	9.9965	20.7391	0.0007	-0.0046	-0.0023
O	10.3166	7.4038	14.1222	0.0046	0.0001	0.0057
O	8.7827	6.1613	19.953	-0.0008	-0.0002	-0.0017
O	7.0085	5.7335	10.574	-0.0216	-0.0224	-0.0174
O	5.2641	10.5475	16.3577	0.0003	0.0028	0.0028
O	9.0508	1.1469	19.251	-0.0011	-0.0021	-0.0052
O	11.5259	3.2322	10.1794	-0.0253	0.0095	0.0192
O	9.7414	8.7057	19.8773	-0.0014	-0.0001	-0.0034

Results
free energy: -144870.693 eV
free energy less fixed offsets of O -568.88, P -755.39, Si -635.61 eV per atom: 2.737 eV

The program warned: the cutoff lies below the one the program advises for these potential files; the exchange-correlation potential is rough where the density is thin.
